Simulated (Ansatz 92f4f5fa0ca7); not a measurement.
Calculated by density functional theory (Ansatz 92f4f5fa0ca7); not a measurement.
Periodic cell of 192 atoms, Si128O64, from a study of silicon, its oxide and their interface. The atomic structure is a simulated model.

Settings: functional r2SCAN; potential files Ansatz norm-conserving; basis plane waves; wave-function cutoff 1300 eV; density cutoff ratio 4; exchange-correlation grid ratio 1; k mesh 2 x 2 x 1, shifted by 0.5 0.5 0.5 of a step; self-consistency stop 5e-08 eV per atom in the density residual; occupations Fermi-Dirac, 0.05 eV; spin none; net charge 0.

Cell vectors (angstrom)
a 10.888 0 0
b 0 10.888 0
c 0 0 28.4753

Atoms and the computed forces on them: element, x, y, z (angstrom), force x, y, z (eV/angstrom)
Si 0.4898 -0.5971 0.1783 0.0282 0.0632 -0.0393
Si 4.0987 4.0449 1.4636 0.0379 -0.0125 -0.0021
Si -1.5833 4.074 1.2797 0.0109 0.0045 -0.0203
Si 2.2406 8.6782 0.3179 -0.0221 -0.0015 0.0265
Si 5.543 3.0537 -4.3647 -0.002 0.0151 0.0321
Si 10.1634 5.6374 -0.1916 -0.007 -0.0341 0.0852
Si 8.331 8.1874 0.3213 -0.0377 0.0236 0.064
Si 12.3515 5.6383 -4.4454 0.0359 -0.0142 0.0002
Si 1.3386 1.4028 1.1396 -0.0302 -0.037 -0.0286
Si 5.4814 5.1312 -0.0738 0.0332 0.0268 0.0387
Si 1.4381 6.8528 1.4747 0.0437 -0.0288 0.0545
Si 4.0208 9.6199 1.4337 -0.0139 0.0086 -0.0515
Si 6.7621 1.3564 1.3061 -0.0112 0.0119 -0.016
Si 7.7753 2.9502 -0.1035 0.0492 0.0124 0.0871
Si 3.5569 4.5513 -2.3647 -0.0116 -0.055 0.0905
Si 9.6374 9.5658 1.5989 0.0064 -0.0221 0.0381
Si -0.0456 2.7546 2.5425 0.0087 0.0267 -0.0194
Si 2.644 0.1161 2.7299 -0.0354 -0.0336 -0.0408
Si -0.0077 8.0879 2.8929 0.0117 -0.0406 -0.0759
Si 2.7666 5.4558 2.7789 -0.0409 -0.0326 -0.02
Si 5.4599 2.6843 2.7856 -0.0245 0.0098 -0.0268
Si 8.1689 0.0804 2.7241 -0.0406 0.0032 0.0091
Si 5.38 8.1808 2.6955 0.0407 0.0235 -0.0387
Si 8.0124 5.4836 2.6653 0.0004 -0.0293 0.0042
Si 1.3189 4.0687 4.0097 0.0005 -0.0094 0.0181
Si 4.0433 1.3783 4.1238 0.0457 -0.0237 0.0218
Si 1.3675 9.5507 4.112 0.0073 0.0056 0.0448
Si 4.0958 6.8323 4.1318 -0.0316 0.0011 -0.0138
Si 6.7834 4.0999 4.1091 0.0022 -0.0033 0.0056
Si 9.5372 1.4407 4.0466 0.018 -0.0182 -0.0146
Si 6.7964 9.5387 4.0355 0.0084 0.0072 0.0134
Si 9.429 6.7495 4.1128 -0.0264 0.0172 -0.006
Si -0.0251 0.0286 5.4293 -0.0225 -0.0072 -0.0103
Si 2.6789 2.7499 5.4469 -0.0402 0.0144 -0.0024
Si -0.0354 5.4016 5.4171 0.0231 0.0116 0.0046
Si 2.7297 8.1936 5.4682 -0.0054 0.033 0.008
Si 5.4281 -0.0086 5.4241 -0.0112 -0.0125 0.0051
Si 8.1861 2.7612 5.4444 0.0055 -0.0203 0.0159
Si 5.4408 5.4529 5.4816 -0.0024 0.0027 0.0133
Si 8.1318 8.1762 5.4443 0.0002 -0.0178 0.0127
Si 1.3446 1.3609 6.8089 0.0352 -0.0366 0
Si 4.0581 4.0958 6.8194 0.0084 -0.014 0.0051
Si 1.3445 6.7874 6.7629 -0.0487 -0.0005 0.0063
Si 4.0998 9.5316 6.8204 0.0076 -0.0129 -0.0035
Si 6.8058 1.3644 6.7645 0.0197 0.0307 -0.0012
Si 9.545 4.0722 6.8364 -0.0086 0.0144 -0.0151
Si 6.8129 6.8083 6.8313 0.0069 0.0315 0.0035
Si 9.515 9.5359 6.7968 0.0048 -0.0136 0.0004
Si 0.005 2.7085 8.1927 -0.0229 0.0198 0.0006
Si 2.7279 0.0024 8.1629 -0.0229 0.0181 0.0026
Si 0.0085 8.1486 8.1427 0.0067 0.0094 0.0019
Si 2.709 5.4655 8.172 0.0007 0.017 -0.0081
Si 5.4568 2.7192 8.1522 -0.0123 -0.0154 -0.0092
Si 8.1374 -0.0007 8.1506 -0.0058 -0.0239 -0.0109
Si 5.4551 8.1747 8.1704 0.0017 -0.0144 0.0025
Si 8.192 5.4409 8.1833 0.0248 -0.0089 0.0079
Si 1.393 4.0645 9.5332 0.0098 -0.0165 0.0064
Si 4.1145 1.3409 9.5209 -0.0063 0.0057 -0.0033
Si 1.4022 9.48 9.5115 0.0225 -0.0158 0.0101
Si 4.1033 6.8253 9.5184 -0.0046 0.0186 0.0055
Si 6.8185 4.0804 9.5337 -0.0178 0.0006 -0.0031
Si 9.4935 1.3479 9.5103 0.0203 -0.0148 0.0061
Si 6.7952 9.5271 9.5431 -0.0071 0.0025 -0.0108
Si 9.5596 6.7948 9.5416 -0.0035 0.0088 0.0152
Si -0.0168 -0.0531 10.7901 -0.0406 -0.0238 0.0123
Si 2.8013 2.7224 10.8816 0.0358 -0.0135 -0.0345
Si 0.0588 5.4277 10.897 -0.0054 -0.0015 -0.0048
Si 2.8247 8.191 10.9357 -0.0242 0.0332 -0.0016
Si 5.4204 -0.034 10.9384 0.0052 -0.041 -0.0102
Si 8.1352 2.6814 10.9107 0.0287 0.0261 0.0277
Si 5.4639 5.4778 10.8746 0.0003 0.0124 -0.001
Si 8.1479 8.1408 10.8727 0.0242 0.023 -0.0086
Si 1.4013 1.2638 12.0795 0.0176 0.0327 -0.0024
Si 4.1749 4.1122 12.2606 -0.0135 0.012 -0.0592
Si 1.5133 6.76 12.2242 0.0394 0.012 0.0268
Si 4.1536 9.5175 12.4454 0.0031 -0.0064 -0.0279
Si 6.7312 1.3341 12.3006 -0.0589 -0.0365 0.0067
Si 9.5399 4.0577 12.2051 -0.0285 -0.0151 0.0008
Si 6.7806 6.8421 12.2925 -0.0392 0.0047 0.0119
Si 9.5062 9.5098 12.1781 0.0046 0.0057 -0.064
Si 0.1146 2.6501 13.4016 0.0272 -0.0158 0.0438
Si 2.6637 0.0457 13.6581 0.0277 -0.0376 0.0352
Si 0.0663 8.133 13.3924 -0.0136 0.0699 0.0193
Si 2.8632 5.4342 13.6958 0.0537 -0.0458 0.03
Si 5.4403 2.7492 13.7218 -0.0472 0.0134 0.0553
Si 8.122 -0.0664 13.5765 0.041 -0.0545 0.029
Si 4.3774 6.5572 15.2366 -0.0371 -0.0004 0.0535
Si 8.1447 5.4153 13.5415 0.068 -0.043 0.038
Si 1.6331 3.7714 14.8119 -0.0441 -0.016 -0.1162
Si 3.421 1.9682 14.8444 0.0155 -0.0255 -0.0202
Si 1.2366 9.496 14.9043 -0.0451 0.0851 -0.025
Si 5.5582 8.1486 13.8998 -0.0481 0.0505 -0.0107
Si 7.0631 3.9603 15.0579 0.0856 -0.0389 0.0255
Si 9.6313 1.2752 14.7146 0.016 0.0589 0.0209
Si 6.4741 11.275 17.7753 -0.0308 -0.0228 -0.1171
Si 9.1116 8.299 16.218 0.0128 0.2069 0.0426
Si 0.4006 1.3835 20.759 -0.0212 0.0185 -0.0486
Si 4.4807 2.4577 17.519 0.0612 0.0071 -0.0395
Si -1.8595 3.0657 16.0889 -0.0101 -0.0277 0
Si 3.0639 7.735 16.745 0.0248 -0.0085 -0.1064
Si 7.1257 -1.4693 15.2719 -0.049 -0.1141 -0.0527
Si 12.4444 5.9963 18.9832 0.035 0.0064 0.0328
Si 5.7356 5.0574 16.6082 -0.0767 0.0402 -0.1101
Si 9.7446 6.6285 14.7027 0.0925 -0.0605 0.0455
Si 5.1233 -10.6503 28.5338 -0.0134 0.0177 0.1288
Si -4.261 -4.0498 29.6961 -0.0053 0.0185 0.027
Si 21.2598 32.1858 16.0824 0.0335 -0.1469 0.0046
Si -18.9467 -5.6269 21.626 -0.0201 0.0146 -0.0035
Si -2.8632 -9.1689 25.5529 0.0157 0.013 0.0762
Si 9.3707 11.9637 18.3798 0.0752 -0.0258 -0.0589
Si -8.2008 10.2613 21.0481 -0.0161 0.0109 -0.0309
Si 7.35 18.5461 24.4318 0.0022 0.023 0.0102
Si -32.8836 37.5119 16.0352 -0.079 -0.0293 -0.128
Si 1.0399 8.85 26.2088 -0.0016 0.0255 0.0231
Si -6.381 31.0963 18.7752 -0.0335 -0.0393 -0.0773
Si -14.8552 14.0514 21.552 0.0138 0.0196 -0.0608
Si -0.8631 6.3351 25.4928 0.0179 0.0008 0.0977
Si 7.4943 5.339 19.308 0.0496 -0.0199 -0.0455
Si -19.1937 14.2003 19.6127 -0.0458 -0.0221 0.0036
Si -34.2952 12.4686 22.817 0.0097 0.0356 0.0133
Si 2.445 30.3112 23.6501 0.0063 0.0236 0.0193
Si -15.2571 18.8912 20.4407 0.0072 -0.0175 -0.0169
Si -33.343 6.0849 18.0779 -0.0625 0.0198 -0.0529
Si -5.7117 33.5631 22.1847 0.0127 0.0056 -0.0247
Si -3.9171 9.8228 26.484 0.0058 0.0559 0.0433
Si 7.5569 31.651 22.2946 -0.0042 0.0389 0.0002
Si -18.7292 13.4796 28.426 -0.0244 -0.0202 0.0864
Si 26.7035 -3.7061 22.9592 -0.0369 -0.0093 -0.0123
O -16.9834 1.7481 -4.9673 -0.0043 0.0053 -0.003
O -15.6031 25.631 -5.6446 -0.0066 0.0111 0.0212
O -5.561 -11.0721 -9.7183 0.0128 0.0085 -0.0041
O -2.3605 17.6427 -3.4149 -0.0006 -0.0054 -0.0145
O 18.3965 20.131 -7.6855 -0.0032 0.0075 0.008
O -6.3621 5.4509 -1.3872 -0.0291 0.0185 -0.0304
O -4.7785 21.4258 -5.8422 -0.0035 -0.0043 -0.0083
O 1.3124 21.845 -7.8918 0.0219 -0.0124 -0.0026
O 4.4963 3.9149 -3.5135 0.026 -0.01 -0.0298
O -29.3626 -1.4998 -8.638 0.0021 0.0031 0.0122
O -7.0843 33.1137 -6.9864 0.0063 -0.0094 0.0162
O -6.8735 8.1762 -4.6164 0.011 -0.0047 0.0009
O -1.5091 7.0579 -0.1849 0.0706 0.0213 -0.0349
O 9.4897 -3.3453 -10.7956 0.0758 -0.081 0.0443
O -0.1131 16.3965 -4.1509 -0.0096 0.0015 -0.0139
O 5.6321 10.3797 -1.2943 -0.0079 -0.0239 -0.0501
O 2.473 17.8228 18.0261 -0.0615 -0.017 0.0198
O 2.2317 -2.5976 27.1775 -0.0757 0.045 -0.0166
O -17.7261 -4.9212 22.3914 0.0187 0.0134 0.004
O -19.4914 9.3312 22.2801 0.0155 0.0075 -0.001
O -23.601 27.0163 18.8969 -0.03 0.039 0.054
O 6.0459 -9.0475 21.1768 -0.0041 0.0068 0.0158
O -8.4877 5.3862 25.3385 -0.0252 0.024 -0.0138
O 6.4459 21.3464 16.3698 -0.0177 0.124 0.0738
O -13.3833 2.7162 22.0522 0.006 -0.0104 -0.0028
O 8.6879 -10.776 22.4402 -0.0143 -0.0112 0.0018
O 12.8656 15.3372 18.6226 -0.0008 0.0238 0.0104
O 23.6061 -24.315 15.9184 0.0698 -0.0375 0.0025
O 6.0192 12.8258 17.5974 0.0078 0.0139 0.011
O 22.586 27.6764 28.7446 0.0086 0.0372 -0.0513
O -9.5844 13.4991 20.2677 0.0065 -0.0213 0.0053
O 4.5581 4.0218 17.1065 -0.0642 -0.077 0.0271
O 6.5664 -16.2974 17.9693 0.0378 0.0133 0.0231
O 1.6575 -14.6276 23.503 -0.0169 -0.0183 -0.0007
O -12.5918 1.8362 24.4224 0.0064 -0.0172 -0.0231
O -11.7273 5.2592 26.714 0.0056 0.0304 -0.075
O -28.5584 1.4085 28.0162 -0.0038 -0.0502 -0.0158
O -26.0482 30.3703 25.5195 -0.0002 -0.0345 -0.0156
O 16.3627 18.8455 21.6654 0.0112 0.0133 0.0167
O -14.7251 14.9736 20.2332 -0.0135 -0.037 0.0326
O 6.6586 4.0791 27.9176 -0.024 0.0012 -0.0311
O 7.3422 -15.1284 20.2406 -0.0033 0.0345 0.019
O 12.6614 9.3677 24.8606 0.0088 0.0011 -0.0237
O 7.9581 20.1103 27.6007 0.0125 0.0134 -0.0449
O -7.4491 25.7957 20.7912 0.0041 0.015 -0.0012
O -21.8799 12.5133 22.2804 -0.0192 0.0016 0.0171
O 17.0835 6.6905 23.8321 0.0103 0.0065 0.009
O 12.7324 15.575 22.781 -0.001 -0.0021 0.0166
O -22.715 1.2903 19.8574 0.0094 0.0046 0.0255
O -8.8701 27.9794 20.5536 0.0188 -0.0185 -0.0073
O -11.2975 -10.7208 17.6024 -0.0474 0.0865 0.0975
O -24.7166 0.2983 18.4178 -0.0397 -0.0324 0.0131
O -25.9319 67.8822 25.0788 -0.0086 0.0048 -0.0095
O 3.9253 30.7635 17.3159 0.0226 0.0776 0.0734
O -1.8028 -8.3888 17.6507 -0.038 0.0013 0.0117
O 2.8076 36.0929 27.0333 0.0011 0.0164 -0.0668
O 5.6191 8.1959 19.1167 -0.0026 0.0011 0.0161
O -7.1613 12.4482 16.4056 0.0211 0.0157 0.0489
O 0.2846 10.073 27.0002 0.0594 -0.0688 -0.0335
O 7.925 8.6502 23.2909 0.002 -0.013 -0.0045
O -0.022 7.6795 25.8545 -0.0165 -0.0137 -0.0292
O -14.0876 11.028 25.6906 0.0037 -0.0167 -0.0219
O -24.2217 24.0849 27.0126 0.0076 -0.022 -0.0655
O -18.1932 2.3132 18.8498 -0.0094 0.0015 0.0054

Results
free energy: -44810.812 eV
free energy less fixed offsets of O -463.61, Si -117.95 eV per atom: -42.172 eV
pressure: -0.07 GPa
stress xx, yy, zz, yz, xz, xy (GPa, positive in tension): 0.05, 0.13, 0.02, -0.37, 0.61, -0.43
